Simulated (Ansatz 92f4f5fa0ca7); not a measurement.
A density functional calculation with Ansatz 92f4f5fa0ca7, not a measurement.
Periodic cell of 273 atoms, Si165O106As2, from a study of silicon, its oxide and their interface. The atomic structure is a simulated model.
Doubt: the cutoff is far below the 930 eV that the study's wrapper takes by default for these files, so forces and energies are approximate.
This geometry differs little from another in the collection (a relaxation step or a small displacement).

Settings: functional PBE; potential files Ansatz PAW; basis plane waves; wave-function cutoff 580 eV; density cutoff ratio 5; exchange-correlation grid ratio 1; k mesh 1 x 1 x 1, Gamma-centred; self-consistency stop 5e-08 eV per atom in the density residual; occupations fixed; spin none; net charge 0.

Cell vectors (angstrom)
a	11.6015	0	0
b	0	13.3963	0
c	0	0	29.8085

Atoms: element, x, y, z (angstrom)
Si	11.5611	0.2068	22.8895
Si	3.8883	0.1766	22.9857
Si	7.6627	0.1169	23.1184
Si	2.059	3.406	22.773
Si	5.8884	3.682	22.9706
Si	9.7537	3.5354	23.0027
Si	11.655	6.8684	22.8835
Si	4.0388	7.0454	23.0902
Si	7.8047	6.8861	23.2275
Si	2.0537	10.2335	23.1986
Si	5.8761	10.1256	23.2386
Si	9.9123	10.1127	23.2196
Si	11.6984	2.4179	23.751
Si	3.9794	2.43	23.7431
Si	7.7813	2.4098	23.7433
As	2.1225	5.7665	22.5343
Si	5.8377	5.787	23.9935
Si	9.7884	5.7252	23.8698
Si	11.7991	8.9815	23.9876
Si	3.9187	9.1273	24.1248
Si	7.8776	9.1049	23.9603
Si	1.9112	12.5036	23.7762
Si	5.7553	12.3944	23.9016
Si	9.6945	12.4212	23.7841
Si	11.6515	2.3101	26.1687
Si	3.8975	2.3208	26.161
Si	7.7536	2.3101	26.1616
As	1.9567	5.6145	26.0501
Si	5.8031	5.6551	26.3276
Si	9.7197	5.6379	26.2483
Si	11.6842	8.942	26.3216
Si	3.8906	8.9898	26.4214
Si	7.8039	9.0146	26.3038
Si	1.9231	12.3715	26.1849
Si	5.7845	12.3366	26.2659
Si	9.6931	12.3528	26.1872
Si	1.9663	1.1846	27.009
Si	5.8178	1.1918	27.013
Si	9.6949	1.1905	26.9952
Si	11.6433	4.5097	27.057
Si	3.8649	4.5111	27.0668
Si	7.7594	4.5124	27.0349
Si	1.9752	7.7954	27.1032
Si	5.86	7.8874	27.0777
Si	9.7164	7.8553	27.0614
Si	11.6191	11.2157	27.0244
Si	3.8417	11.2486	27.0649
Si	7.7573	11.2491	27.0431
Si	1.9336	1.1164	29.4135
Si	5.8008	1.1164	29.4135
Si	9.6679	1.1164	29.4135
Si	0	4.4654	29.4135
Si	3.8672	4.4654	29.4135
Si	7.7343	4.4654	29.4135
Si	1.9336	7.8145	29.4135
Si	5.8008	7.8145	29.4135
Si	9.6679	7.8145	29.4135
Si	0	11.1635	29.4135
Si	3.8672	11.1635	29.4135
Si	7.7343	11.1635	29.4135
Si	0	0	0.3944
Si	3.8672	0	0.3944
Si	7.7343	0	0.3944
Si	1.9336	3.3491	0.3944
Si	5.8008	3.3491	0.3944
Si	9.6679	3.3491	0.3944
Si	0	6.6981	0.3944
Si	3.8672	6.6981	0.3944
Si	7.7343	6.6981	0.3944
Si	1.9336	10.0472	0.3944
Si	5.8008	10.0472	0.3944
Si	9.6679	10.0472	0.3944
Si	11.5488	-0.0465	2.7435
Si	3.8455	-0.0691	2.8028
Si	7.6652	-0.0892	2.772
Si	1.9312	3.2706	2.743
Si	5.7562	3.2756	2.7994
Si	9.5966	3.3109	2.7599
Si	11.5745	6.6392	2.7549
Si	3.8719	6.6219	2.7388
Si	7.7364	6.6458	2.767
Si	1.9259	10.0057	2.75
Si	5.8216	10.0419	2.7703
Si	9.677	9.9782	2.7497
Si	11.5517	2.2056	3.4412
Si	3.8206	2.1276	3.6478
Si	7.6804	2.1172	3.5586
Si	1.9083	5.5026	3.4713
Si	5.8081	5.5253	3.5644
Si	9.6525	5.5257	3.6101
Si	11.6133	8.8699	3.5542
Si	3.8941	8.8713	3.4239
Si	7.7406	8.8786	3.5467
Si	1.8664	12.2348	3.5475
Si	5.7548	12.219	3.7424
Si	9.6175	12.1998	3.5113
Si	11.4795	2.1652	5.7593
Si	3.7335	2.0344	6.0716
Si	7.6105	1.9724	5.9257
Si	1.8812	5.414	5.8054
Si	5.8074	5.4711	5.938
Si	9.6253	5.453	6.0117
Si	11.6432	8.8004	5.9289
Si	3.9195	8.7955	5.7381
Si	7.778	8.8176	5.9168
Si	1.7868	12.1676	5.9169
Si	5.7218	12.1237	6.2507
Si	9.5882	12.1166	5.8638
Si	1.6355	0.9816	6.7333
Si	5.6734	0.9939	7.01
Si	9.6371	0.9433	6.5964
Si	11.5753	4.3232	6.719
Si	3.8294	4.3279	6.5592
Si	7.6979	4.1845	6.6233
Si	2.0352	7.6364	6.5092
Si	5.8349	7.7425	6.6918
Si	9.7219	7.7133	6.7289
Si	11.4586	10.9984	6.7735
Si	3.6577	10.9421	6.6463
Si	7.7608	10.9813	6.8584
O	9.906	7.9116	8.3893
O	9.9062	0.8329	8.2455
O	1.0373	0.9265	8.3186
O	3.0798	10.5616	8.1571
O	5.8239	7.9172	8.3543
O	5.6154	1.1945	8.6937
O	3.7722	4.3392	8.2064
O	7.6581	3.7419	8.2489
O	0.0461	4.2849	8.3917
O	11.1643	10.9592	8.4249
O	8.1265	10.7757	8.4948
O	2.3809	7.508	8.1127
O	11.4398	0.2381	21.2095
O	9.7765	3.644	21.3398
O	4.3884	7.5952	21.5541
O	5.9358	4.1611	21.354
O	5.7958	9.8909	21.5805
O	2.085	3.0747	21.1282
O	7.3376	13.4302	21.4791
O	3.9317	0.1941	21.3206
O	7.6482	6.902	21.5801
O	2.1622	10.1453	21.5514
O	11.2878	7.038	21.2478
O	10.3497	9.7942	21.6307
Si	11.582	6.4613	11.2833
Si	1.5869	10.3925	16.2164
Si	0.2308	3.7003	9.9058
Si	8.0906	12.838	20.1682
Si	2.8486	10.4751	9.7547
Si	2.5877	10.3562	20.0007
Si	10.304	3.6949	19.7961
Si	0.2597	12.8204	17.0739
Si	10.8193	0.7055	19.7576
Si	3.1648	7.7678	16.2063
Si	0.1901	6.5241	19.773
Si	9.3971	2.5449	14.2744
Si	2.9131	2.5619	11.0274
Si	5.1475	11.9984	15.3202
Si	5.0574	8.7621	20.6345
Si	3.6205	-0.371	11.2674
Si	5.5923	8.9056	14.7726
Si	-0.1565	11.3247	9.9991
Si	9.5504	10.0519	20.236
Si	3.4571	0.0186	19.7645
Si	7.4711	4.7193	9.5312
Si	2.386	12.3867	14.1432
Si	6.1988	0.6065	10.1281
Si	2.7677	2.833	19.653
Si	5.7226	4.4568	13.6401
Si	7.4886	0.228	15.572
Si	9.6233	11.3582	15.1853
Si	1.9927	6.585	13.5325
Si	2.8473	3.5472	14.0028
Si	11.6851	9.2023	18.3463
Si	11.2362	0.8829	9.2013
Si	9.1291	7.3379	9.7032
Si	8.6797	8.5752	14.5657
Si	4.7833	7.1695	12.333
Si	2.8977	5.6392	18.7071
Si	2.5422	7.4177	9.7099
Si	6.2703	8.4419	9.8324
Si	4.3344	4.7741	9.6494
Si	9.3643	10.5053	12.2652
Si	5.9885	13.0068	17.9374
Si	7.9523	4.9449	18.3505
Si	8.3087	5.4256	15.1908
Si	7.3319	11.0869	9.9076
Si	5.3176	4.2351	19.8383
Si	0.7926	1.5151	15.0278
Si	7.6263	7.5248	20.0834
Si	7.6542	2.8068	11.8491
O	3.4568	6.0938	10.0889
O	1.9539	2.6817	15.0723
O	-0.3547	12.9537	10.1722
O	8.5442	8.8366	19.9499
O	2.4409	1.2516	19.3105
O	8.1472	5.3167	16.7931
O	2.7543	11.9451	19.6498
O	7.1633	8.7908	15.1206
O	1.2989	0.2132	14.1631
O	4.4171	3.8267	14.4341
O	4.252	3.4311	10.6106
O	10.9646	2.1056	14.4698
O	11.3868	4.8521	10.9831
O	10.8545	12.0425	16.0207
O	8.9371	6.9261	14.7628
O	1.7894	3.3757	10.1989
O	8.4649	5.9492	9.2005
O	11.1202	2.3015	19.4779
O	5.4154	7.6144	10.9131
O	11.3049	7.6329	18.6534
O	7.8771	8.2788	10.1423
O	10.1366	7.1642	10.9743
O	9.2265	4.132	14.714
O	8.8171	11.4513	20.5511
O	10.5836	10.5195	11.1527
O	8.3713	12.2526	15.734
O	4.4098	2.8872	19.7106
O	4.7182	0.1809	18.7509
O	10.5037	10.1694	18.9254
O	6.8144	0.6929	17.007
O	0.5182	6.7622	12.8152
O	1.0536	7.1491	10.2857
O	3.1489	7.1961	12.5368
O	3.9769	9.5447	19.7047
O	6.7946	5.2146	14.6046
O	0.5759	0.9358	16.5367
O	1.5625	11.8067	17.0823
O	5.4082	8.303	13.291
O	2.9872	12.3986	12.6297
O	6.4411	3.2062	12.8752
O	2.8004	9.3387	16.5673
O	6.1285	8.0168	19.6576
O	1.8125	6.4575	19.603
O	1.451	9.6367	19.1072
O	9.4887	9.7291	15.4564
O	3.1073	8.903	10.1975
O	8.987	9.0522	12.9983
O	2.1507	7.3438	14.9738
O	9.0408	3.8126	18.7802
O	4.7375	7.9277	15.7761
O	7.2606	1.6123	10.8273
O	8.1848	6.3574	19.119
O	5.913	5.176	9.6077
O	7.043	-0.9689	19.0148
O	11.0672	2.2606	10.0887
O	8.9891	2.4123	12.696
O	9.7237	11.5167	13.5311
O	6.4942	4.3088	18.7174
O	6.045	10.0613	9.9552
O	1.3632	10.8522	10.2834
O	5.1676	10.4856	14.7057
O	1.7112	10.9351	14.6383
O	11.3699	13.084	18.6029
O	5.4682	11.8369	16.9201
O	8.0998	11	11.3507
O	11.218	5.0198	19.5194
O	8.3809	1.499	15.0604
O	2.3649	4.05	18.5816
O	3.7621	11.7116	10.3134
O	9.1887	0.5575	19.7222
O	2.7737	2.6663	12.639
O	3.6641	12.6525	15.1275
O	7.996	4.1056	10.9319
O	5.1262	0.2697	11.3236
O	4.3218	5.5144	19.5183
O	6.2182	13.0769	14.6521
O	3.0686	6.5616	17.3362
O	2.7909	0.9493	10.7031
O	0.2916	9.496	16.7406
O	5.23	5.6213	12.6052
O	2.1469	4.9894	13.7789
O	6.907	12.624	9.6991

Results
free energy: -174885.525 eV
free energy less fixed offsets of As -4856.12, O -568.88, Si -635.61 eV per atom: 3.645 eV

Forces (eV/angstrom), in the order of the atoms: element, x, y, z
Si	-0.0023	-0.0035	0.002
Si	0.0023	0.0041	0.0021
Si	0.0002	-0.0071	0.0021
Si	0.0006	0.0075	-0.021
Si	0.0058	-0.0056	0.0011
Si	-0.0003	0.0003	0.0006
Si	-0.0047	-0.0004	-0.0114
Si	-0.0108	0.0157	0.0006
Si	-0.0048	-0.01	-0.0003
Si	0.0012	-0.0028	0.0004
Si	-0.0025	0.0006	0.0057
Si	0.0001	0.0033	0.0071
Si	-0.0019	0.0069	0.0027
Si	-0.0019	0.0066	0.0014
Si	-0.0016	-0.0019	0.0011
As	-0.0001	-0.0233	0.0092
Si	-0.0011	-0.0031	0.0048
Si	-0.001	-0.0037	0.0053
Si	0.002	0.0037	0.0093
Si	0.0028	0.0019	-0.0031
Si	0.003	0.0056	0.0002
Si	-0.0035	0.0002	0.0015
Si	0.0001	0.0049	0.0009
Si	0.0001	0.0042	0.0012
Si	0.0009	0	0.0048
Si	0.0005	0.0003	0.0031
Si	0.001	-0.0016	0.0017
As	0.0049	0.0042	0.0056
Si	-0.0078	0.0005	0.001
Si	0.0042	-0.0018	0.0035
Si	-0.0024	-0.0034	-0.0004
Si	0.0028	-0.0031	0.0065
Si	-0.0007	-0.0058	0.0004
Si	0.0017	0.0038	0.0017
Si	0.0017	-0.0021	0.0007
Si	-0.0016	-0.0021	0.0018
Si	-0.0004	0.0016	-0.0022
Si	-0.0025	0.0012	-0.0039
Si	0.0005	0.0015	-0.005
Si	-0.0145	0.003	0.008
Si	0.0081	0.0049	0.0023
Si	0.0016	0.0005	-0.0064
Si	0.002	-0.0002	-0.0018
Si	-0.0012	0.0007	-0.0016
Si	0.0028	-0.0011	-0.0022
Si	-0.0003	-0.0017	-0.0061
Si	-0.0005	-0.0017	-0.0058
Si	-0.0005	0.0038	-0.003
Si	0.0628	0.1776	-0.2141
Si	0.0486	0.1608	-0.2131
Si	0.074	0.1433	-0.2523
Si	0.03	-0.01	0.1172
Si	-0.0107	-0.0166	0.0528
Si	0.1204	0.0136	-0.0616
Si	0.0444	-0.0675	0.4787
Si	0.1203	0.0455	0.3353
Si	0.0792	0.0094	0.0613
Si	0.0269	0.1177	-0.1752
Si	-0.1068	0.246	0.1551
Si	0.0347	0.1818	-0.0955
Si	-0.0833	-0.1285	-0.2052
Si	0.0405	-0.1751	0.2687
Si	-0.2048	-0.2285	0.0262
Si	0.1055	-0.1575	-0.108
Si	-0.1119	-0.1159	0.2064
Si	-0.2056	0.0154	-0.0139
Si	-0.1237	-0.0192	-0.0102
Si	-0.0028	-0.1517	-0.1587
Si	0.0209	-0.0493	0.0497
Si	-0.0426	-0.0033	-0.1159
Si	0.122	0.1206	0.0005
Si	0.011	-0.1225	-0.1372
Si	-0.0009	-0.0007	0.0007
Si	-0.0001	-0.0013	0.0011
Si	-0.0001	0.0005	0.0005
Si	-0.0003	0.0005	-0.0005
Si	-0.002	0.0011	0.0026
Si	0.0005	0.001	0.0029
Si	0.0007	-0.0003	-0.0009
Si	-0.0009	-0.0005	-0.0005
Si	-0.0004	0.0004	0.0003
Si	-0.0001	-0.0036	0.0031
Si	0.0002	-0.0001	0.0007
Si	0	0.0002	0.0005
Si	0.0009	0	-0.0011
Si	-0.0006	0.0008	-0.0005
Si	-0.0001	-0.0011	-0.0012
Si	0.0001	0.0004	-0.001
Si	-0.0004	0.0009	0.0004
Si	0.0002	0.0004	0.0005
Si	-0.0005	0	0.0002
Si	-0.0003	-0.0003	-0.0007
Si	-0.0005	-0.0005	0
Si	-0.0002	0.0021	-0.0009
Si	-0.0002	-0.0005	0.0003
Si	0.0004	-0.0003	0.0003
Si	-0.0006	0.0001	0
Si	0.0007	-0.0005	0
Si	-0.0002	0.0002	0.0007
Si	0.0006	-0.0005	-0.0005
Si	0.0002	-0.0015	-0.0002
Si	-0.0001	-0.0008	-0.0001
Si	0.0008	0.0009	-0.0005
Si	0.0009	0.0011	0.0002
Si	0.0007	0.0006	0.0003
Si	-0.0005	-0.0013	0.0002
Si	0.0003	0.0005	0.0002
Si	-0.0002	0.0002	0
Si	0.0001	0.0007	-0.001
Si	-0.0011	-0.0007	-0.0014
Si	0.0002	-0.0002	-0.0006
Si	-0.0007	0.0017	-0.0012
Si	-0.0001	0.0022	-0.0011
Si	-0.0005	0.002	-0.0004
Si	-0.0024	-0.0007	0.0002
Si	-0.0017	0	-0.0002
Si	-0.0008	0	-0.0001
Si	-0.0004	-0.0007	-0.0012
Si	0.0004	-0.0009	-0.0007
Si	-0.0004	-0.0008	-0.0013
O	-0.0004	-0.0002	-0.0003
O	-0.0001	-0.0002	0.0001
O	-0.0002	-0.0004	-0.0002
O	-0.0006	0.0004	0.0011
O	0.0008	0	-0.002
O	0.0004	-0.0002	0.0016
O	-0.0001	-0.0007	0.0008
O	0	-0.0003	0.0009
O	0	-0.0009	0.0007
O	-0.0001	0.0005	0.0013
O	-0.0004	0.0003	0.0012
O	0.0001	-0.0002	0.0004
O	0.0002	0.0039	-0.0097
O	0.0016	0.0026	-0.0078
O	0.0009	-0.0137	0.0132
O	-0.0045	0.0037	-0.0085
O	-0.0051	-0.0061	-0.0068
O	-0.0005	0.0043	0.003
O	0	0.0007	-0.0044
O	-0.0018	-0.0001	-0.0057
O	0	0.0043	-0.0024
O	-0.0001	0.0023	-0.0053
O	0.0186	-0.0049	0.0084
O	0.0021	-0.0057	-0.0048
Si	-0.0007	0.0002	0.0004
Si	-0.0004	0.0035	-0.0029
Si	-0.0005	0.0005	-0.0003
Si	-0.0011	0.0043	0.0048
Si	-0.0003	-0.0005	-0.0002
Si	-0.004	0.0031	0.0067
Si	-0.0045	0.0001	0.0066
Si	0.0002	0.0001	0.0015
Si	-0.0007	-0.0029	0.0054
Si	0.0002	0.001	-0.0032
Si	-0.0033	-0.0036	-0.0048
Si	-0.0002	0.0007	0.0009
Si	-0.0004	0.0003	0.0002
Si	-0.0012	-0.0004	-0.0002
Si	-0.0006	0.01	-0.0025
Si	-0.0002	-0.0002	0.0006
Si	0.0018	-0.0008	-0.0011
Si	0	-0.0004	-0.0006
Si	0.004	0.0027	0.0015
Si	0.0044	-0.0006	0.0055
Si	-0.0004	0.0001	-0.0006
Si	-0.0008	0.0003	0.0009
Si	-0.0007	0.0002	-0.0003
Si	-0.0037	0.002	0.0111
Si	-0.0002	0.0003	0.0002
Si	-0.0005	0.0005	0.002
Si	-0.0002	-0.0005	0.0005
Si	-0.0002	0.0002	-0.0007
Si	-0.0008	-0.0005	0.0017
Si	-0.0016	0.0002	-0.0018
Si	-0.0006	-0.0001	0.0005
Si	-0.0002	-0.0001	-0.0002
Si	-0.0012	-0.0004	0.0011
Si	-0.0002	0.0005	-0.0003
Si	-0.0063	-0.0002	0.0026
Si	0.0005	0.0001	-0.0007
Si	-0.0004	-0.0005	0.0013
Si	-0.0005	0.0002	-0.0002
Si	-0.0006	0.0002	-0.0001
Si	-0.0011	0.0019	0.0009
Si	0.0026	0.0004	-0.0013
Si	-0.0009	-0.0001	-0.002
Si	0	-0.0005	0
Si	-0.0008	-0.0011	0.0091
Si	-0.0001	-0.0007	0.0001
Si	0.0028	-0.0093	0.0053
Si	-0.0004	0.0003	0.0005
O	-0.0003	-0.0003	0.0004
O	-0.0007	0.0001	-0.0006
O	-0.0001	0	-0.0003
O	0.0013	0.0026	-0.0003
O	0.0002	0.0017	0.0018
O	-0.001	-0.0013	0.0028
O	-0.0013	-0.0031	-0.0008
O	-0.0007	0.0005	-0.0007
O	-0.0003	0.0001	-0.0003
O	-0.0001	0	-0.0007
O	-0.0002	-0.0003	-0.0002
O	-0.0002	0.0002	-0.0005
O	-0.0001	0.0001	-0.0002
O	0.0002	0.0005	0.0001
O	-0.0001	-0.0008	0.0012
O	0.0002	-0.0002	-0.0002
O	0	0.0002	-0.0001
O	-0.0014	0	-0.0028
O	0.0003	-0.0002	-0.0013
O	-0.005	0.0056	-0.0077
O	-0.0001	-0.0002	-0.0003
O	0.0002	0	-0.0002
O	-0.0005	0.0002	0.0006
O	-0.0031	-0.0022	-0.0001
O	-0.0006	0.0001	0.0004
O	-0.0002	-0.0001	-0.0005
O	0.002	-0.0006	-0.0017
O	-0.0013	0.0006	-0.0036
O	0.0013	-0.0016	-0.0007
O	-0.0005	0.0005	-0.0005
O	0.0008	0.0001	0.0005
O	-0.0004	-0.0002	-0.0003
O	-0.0011	-0.0003	0.0005
O	0.0051	-0.0012	-0.0035
O	0	0.0003	0.0001
O	-0.0006	0.0002	-0.0006
O	-0.0016	-0.0009	-0.0005
O	0.0001	0.001	0.0011
O	0.0003	0	-0.0014
O	-0.0003	-0.0001	-0.0002
O	-0.0007	0.0016	0.0011
O	-0.0036	0.0039	-0.0048
O	0.0062	0.0014	-0.0132
O	-0.0023	-0.0016	-0.0012
O	-0.0001	0	-0.0003
O	-0.0001	0.0005	-0.0001
O	0.0001	-0.0001	0.0001
O	0.0002	-0.0005	0.0011
O	-0.0035	0.0016	-0.0022
O	-0.0017	-0.0004	-0.0009
O	0.0005	0.0003	-0.0003
O	-0.0001	-0.0003	-0.0029
O	-0.0004	0.0005	-0.0001
O	-0.0021	-0.0026	-0.0007
O	0	0	-0.0002
O	0	-0.0002	-0.0005
O	-0.0007	0	0
O	-0.0012	0.0004	-0.0013
O	-0.0002	0.0005	-0.0006
O	-0.0003	0.0002	-0.0002
O	-0.0004	-0.0002	0
O	0.0005	-0.0007	0.0003
O	-0.0013	-0.0009	-0.0013
O	-0.0002	-0.0007	-0.0006
O	0.0003	0.0001	0.0001
O	-0.0019	0.0001	0.0024
O	-0.0005	-0.0004	-0.0008
O	0.0005	0.0035	-0.0048
O	-0.0001	0.0009	0
O	0.001	0.0011	-0.0015
O	-0.0004	0.0007	0
O	0.0001	-0.0001	-0.0002
O	0	-0.0006	0.0001
O	-0.0004	0.0001	-0.0004
O	0.0024	0.0033	-0.0034
O	0.0003	-0.0003	-0.0012
O	0.0002	-0.0046	0.0022
O	-0.0002	-0.0001	-0.0007
O	-0.0005	-0.0009	0.002
O	-0.0001	-0.0016	0
O	-0.0003	-0.0004	-0.0005
O	-0.0002	0.0001	-0.0001

The program warned: the cutoff lies below the one the program advises for these potential files; the forces do not sum to zero within the program's tolerance; the exchange-correlation potential is rough where the density is thin.
